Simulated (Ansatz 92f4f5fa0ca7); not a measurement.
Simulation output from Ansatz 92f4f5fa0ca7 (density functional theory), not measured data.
Periodic cell of 242 atoms, Si108O134, from a study of silicon, its oxide and their interface. The atomic structure is a simulated model.

Settings
functional: r2SCAN
potential files: Ansatz norm-conserving
basis: plane waves
wave-function cutoff: 1300 eV
density cutoff ratio: 4
exchange-correlation grid ratio: 1
k mesh: 2 x 2 x 1, shifted by 0.5 0.5 0.5 of a step
self-consistency stop: 5e-08 eV per atom in the density residual
occupations: Fermi-Dirac, 0.05 eV
spin: none
net charge: 0

Cell vectors (angstrom)
a  11.5435  0  0
b  0  11.5435  0
c  1.0781  0.8678  29.6594

Atoms and the computed forces on them: element, x, y, z (angstrom), force x, y, z (eV/angstrom)
Si  1.2499  2.1048  -1.8964  -0.0498  0.1619  -0.0485
Si  -2.2022  6.8696  -1.6767  0.0331  0.216  -0.3362
Si  2.0563  11.2923  -0.3304  -0.196  0.0597  -0.4004
Si  2.7384  3.6327  0.1032  -0.1292  0.0492  -0.2577
Si  2.2184  6.6425  -0.3582  0.1926  -0.0977  -0.2149
Si  2.8728  11.6141  -3.1394  -0.0267  0.3389  -0.1054
Si  8.1164  2.2868  0.2845  -0.3336  -0.0912  -0.8529
Si  9.8089  2.1591  -2.4033  0.4094  -0.1223  -0.3001
Si  7.3871  11.6297  -0.1039  0.1397  -0.1563  -0.2403
Si  0.854  2.8905  2.4911  0.0759  0.23  -0.2489
Si  0.735  6.6828  2.2485  -0.2415  0.0687  -0.1082
Si  0.646  10.2879  1.9827  -0.0559  0.5003  -0.3886
Si  5.535  4.0936  0.6776  -0.2911  -0.0377  0.1097
Si  4.9741  7.1286  0.5403  0.0395  0.1819  -0.2086
Si  4.6968  11.414  1.3017  0.0453  0.1241  0.1015
Si  9.2724  2.5956  2.2841  1.168  0.6859  0.5641
Si  9.2644  6.5052  1.4784  0.0939  -0.0056  0.1199
Si  9.1284  10.7444  2.3295  0.0752  0.0724  -0.2673
Si  1.1876  4.8287  3.6672  0.043  0.0875  -0.0498
Si  0.8869  8.5996  3.5074  0.1234  -0.2735  -0.0787
Si  1.1654  12.6193  3.8778  0.1644  -0.1302  -0.2304
Si  5.0673  3.8905  3.8692  0.3166  0.5123  -0.3668
Si  4.7663  8.7437  3.1624  -0.0304  -0.1774  -0.4037
Si  5.0835  13.0909  3.9287  -0.2011  -0.6389  -0.4304
Si  8.7575  4.4876  3.569  -0.0366  0.0152  -0.3867
Si  8.7673  8.8078  3.4531  -0.0331  -0.2801  -0.2849
Si  8.9544  12.4797  3.8314  -0.1085  -0.3743  -0.1029
Si  -0.7635  4.7528  5.0121  -0.2154  -0.0136  0.1497
Si  -0.9028  8.5878  4.9545  -0.1121  -0.0471  0.3779
Si  -0.756  12.3647  5.2597  0.0063  -0.1393  0.3745
Si  3.1117  4.6876  4.976  -0.0633  -0.0704  0.503
Si  2.9012  8.6775  4.6714  0.1534  -0.0447  0.5139
Si  3.1241  12.5979  5.1014  0.0282  0.1409  0.3325
Si  6.9365  4.6921  5.0396  -0.1857  -0.0699  0.1811
Si  6.7172  8.6985  4.5802  -0.1786  0.102  0.3628
Si  7.0225  12.4723  5.1381  0.1297  0.1984  0.255
Si  -0.6461  2.8309  6.5458  0.0434  0.047  -0.2918
Si  -0.8628  6.6883  6.3786  0.245  -0.188  -0.1804
Si  -0.8488  10.3437  6.5952  -0.1289  0.2286  -0.0275
Si  3.14  2.8598  6.6164  0.0882  -0.0433  -0.4658
Si  3.0175  6.7716  6.1507  -0.0598  -0.0264  -0.3642
Si  2.9265  10.5651  6.2071  -0.0514  0.0595  -0.273
Si  7.137  2.8729  6.4993  0.0393  -0.2313  -0.3683
Si  6.7851  6.8542  6.078  -0.0632  -0.1726  -0.2136
Si  6.8346  10.3974  6.3201  0.2025  -0.1922  -0.042
Si  1.2342  2.6355  7.9936  -0.0831  0.0354  0.2059
Si  1.1532  6.6747  7.6742  -0.0308  -0.013  -0.1677
Si  1.1925  10.4719  7.8879  0.1192  0.044  -0.2234
Si  5.2289  2.9608  7.7772  0.3833  0.7532  -0.4423
Si  4.8992  7.0881  7.4931  -0.1953  0.0467  0.0685
Si  4.8043  10.5356  7.5576  -0.3923  -0.0646  0.6581
Si  8.9895  2.8561  7.9289  -0.0821  -0.0391  0.0095
Si  8.6625  7.1968  7.4425  -0.1226  -0.0572  0.3493
Si  8.6754  9.5479  7.6928  -0.0137  -0.1031  -0.6421
Si  1.6603  4.7114  8.9095  0.4081  -0.2958  0.587
Si  1.7244  8.5306  9.0157  -0.2237  0.0456  0.4705
Si  0.8966  12.2331  9.6336  -0.0569  0.1714  0.1279
Si  4.7648  5.4979  9.0972  0.0892  -0.0159  0.292
Si  4.0759  8.7898  8.8817  0.462  0.0601  -0.224
Si  5.1099  13.1002  9.4946  -0.0127  -0.7305  0.3621
Si  9.0275  5.3723  9.9186  -0.3046  0.0013  0.0463
Si  8.3052  9.8996  9.987  -0.0003  -0.067  0.1536
Si  9.2723  12.0124  9.8571  -0.141  -0.1774  0.0955
Si  0.0972  5.2817  11.3893  0.1397  0.0966  0.3346
Si  0.9694  8.082  12.0863  0.2585  -0.023  0.5581
Si  1.3189  1.6398  12.7204  0.2378  0.0671  0.2323
Si  5.0567  5.5468  12.1424  -0.1067  0.1342  0.4705
Si  3.8408  7.8822  13.0647  -0.0118  -0.2292  0.2196
Si  3.9463  14.1634  12.0736  0.3623  0.1871  0.4724
Si  7.9724  5.8384  12.762  -0.2338  0.0611  0.4742
Si  9.5302  8.6347  12.6256  -0.1513  0.0454  0.3722
Si  7.4022  12.9577  11.6962  -0.2317  0.2209  0.6165
Si  -0.4261  2.9832  13.4361  -0.3384  -0.0426  0.3489
Si  5.2726  9.4529  15.1747  -0.0243  -0.1665  -0.201
Si  5.1577  9.506  10.7938  0.0299  -0.2293  0.2243
Si  3.9135  -0.0105  19.1523  -0.1351  -0.1599  -0.0536
Si  5.6146  0.9394  21.2255  -0.0769  -0.0645  0.0799
Si  13.5119  12.3094  15.6482  0.0142  -0.083  -0.0318
Si  8.7184  6.8759  19.6125  -0.0319  -0.0143  -0.1386
Si  8.2921  13.0207  16.2019  -0.0992  0.0903  -0.3315
Si  12.7392  7.5387  18.0468  0.1398  0.0277  -0.3068
Si  9.8356  9.5698  20.3183  -0.0261  0.189  0.0185
Si  9.3985  0.6471  26.5066  0.188  -0.046  0.035
Si  1.2271  4.4673  18.3104  -0.0188  -0.0245  -0.1144
Si  7.0724  5.658  21.6344  0.0652  0.0907  0.0004
Si  8.3713  9.9564  15.1761  -0.1  0.0041  -0.1882
Si  3.4453  2.4298  17.6862  -0.0542  0.0548  -0.1271
Si  8.2069  3.1275  13.8234  -0.1081  0.2415  0.1934
Si  9.7893  8.5787  17.6016  -0.0107  0.0666  -0.335
Si  2.4619  7.8936  23.8114  0.0689  0.0603  0.2042
Si  3.3607  10.1212  25.4231  0.0001  0.2468  0.115
Si  1.6818  8.1928  26.7406  -0.0475  0.1486  0.1877
Si  5.264  11.5809  12.9015  -0.077  -0.1996  0.1792
Si  11.2481  2.5747  16.3576  -0.1296  0.0137  -0.1298
Si  6.0674  13.0745  18.3654  0.1901  -0.0202  -0.224
Si  11.0865  5.2999  20.6702  0.0136  -0.0854  0.0242
Si  12.2975  8.0508  21.1006  -0.0078  0.0429  0.025
Si  5.0506  6.1365  23.6467  -0.0068  0.1362  0.3123
Si  7.5999  8.8952  28.0028  0.0308  0.015  0.0301
Si  8.2898  13.7283  24.0774  -0.0133  -0.0102  0.2291
Si  9.6507  4.8576  23.1237  0.156  0.0184  0.1885
Si  8.3136  11.3071  22.2147  0.0774  -0.0935  0.1244
Si  7.2311  7.1436  25.6903  -0.0458  -0.0164  0.2379
Si  9.7093  5.5009  25.8342  -0.0573  0.0698  0.1244
Si  8.3888  9.9462  24.7549  0.0708  -0.0321  0.0305
Si  14.6019  9.7342  17.1328  0.1516  -0.1493  -0.1516
Si  5.7806  3.3375  22.8847  0.0007  -0.0745  0.1558
Si  6.0861  10.814  26.1984  -0.049  0.1283  0.0663
O  2.0187  2.8687  1.3284  -0.1752  -0.0795  -0.0151
O  -0.6447  2.7856  1.8382  -0.754  -0.1301  -0.0178
O  10.7325  6.188  2.0816  -0.1757  0.1661  -0.2447
O  -2.2048  6.3773  -0.133  -0.1341  0.0325  0.2912
O  1.2627  10.1395  0.4679  0.0285  0.062  0.446
O  -0.8835  10.784  1.7386  0.0592  -0.1274  0.2148
O  4.3062  3.2373  0.0227  0.0418  0.1883  0.1989
O  1.9908  3.3999  -1.3063  0.0565  -0.2664  0.3758
O  7.2299  8.922  29.5769  -0.1225  -0.1814  -0.0409
O  1.1429  7.1887  0.72  0.0098  -0.2649  0.4457
O  3.3204  11.7717  0.5462  0.0206  -0.0881  0.0834
O  2.5531  10.7687  -1.7772  0.0081  0.2156  0.12
O  6.9001  3.3954  0.1777  0.3212  -0.0459  0.1252
O  10.2683  6.4887  26.9754  -0.0891  -0.0062  0.0326
O  8.1352  7.9452  -1.822  -0.0873  -0.209  0.0724
O  8.1879  10.7137  0.9838  0.1411  0.1638  0.2938
O  5.8139  11.3414  0.1417  -0.1482  -0.0863  0.0858
O  1.4982  11.4656  2.727  -0.271  -0.0253  0.0511
O  5.3118  4.2025  2.2727  -0.0458  -0.2528  0.1185
O  5.4636  5.63  0.2005  0.0091  -0.0592  0.115
O  4.82  7.4304  2.1354  -0.102  0.265  0.2045
O  4.5851  10.0425  2.1746  0.1092  -0.0242  0.0089
O  5.11  12.5921  2.3386  0.0705  0.1556  0.2638
O  8.3266  5.4158  2.2268  0.1928  0.3557  0.088
O  8.7621  7.9418  2.0212  0.2754  -0.3913  0.0192
O  5.7659  4.344  8.5592  -0.3333  -0.2318  0.1747
O  4.727  11.6956  8.7669  0.2022  0.1731  -0.1627
O  8.7859  1.3646  8.5825  0.2719  -0.1992  0.3274
O  9.1307  3.9309  9.1713  -0.0311  0.078  -0.1633
O  8.376  6.4635  8.9208  0.2112  0.1752  -0.3762
O  6.3735  6.0459  12.9614  0.0963  -0.1756  -0.3506
O  1.1005  4.4741  10.4386  -0.1765  0.2454  -0.1339
O  6.7124  9.6924  10.3249  0.2919  -0.011  0.2406
O  1.0783  8.6042  10.557  0.2842  -0.0533  -0.4657
O  6.4962  12.9887  10.3571  -0.1995  0.0153  0.0256
O  1.2563  12.3696  11.2884  0.0356  -0.167  -1.0505
O  5.2264  5.9582  10.5855  -0.097  -0.1274  -0.2641
O  3.2722  4.8697  9.2173  -0.1646  0.0218  -0.1826
O  3.9607  13.6204  10.5344  0.0759  -0.0006  0.0764
O  2.4254  2.846  12.5539  -0.0491  -0.4752  -0.1822
O  8.142  5.254  11.261  0.1997  -0.0073  -0.2435
O  10.4869  5.8874  10.4104  0.0412  -0.0505  0.0268
O  9.1858  9.0432  11.0879  -0.3019  0.0527  -0.1927
O  11.1543  8.6422  12.7899  0.0358  -0.0901  -0.3687
O  8.9429  12.7663  11.2579  0.0249  0.2225  -0.1286
O  10.8644  11.7845  9.691  -0.1059  0.4326  0.2036
O  -0.1662  2.558  -2.4975  -0.1816  -0.1645  0.1615
O  1.0603  0.999  -0.7058  0.3146  -0.0552  -0.0561
O  -0.8077  7.5346  -2.1528  -0.0255  -0.2345  -0.0027
O  8.1537  8.366  25.0814  -0.0928  0.0752  -0.0131
O  2.2328  9.6916  26.4997  0.156  -0.2739  -0.2765
O  2.1781  10.8684  -4.4167  0.2828  -0.3317  0.3605
O  9.4787  -0.8085  25.7261  -0.2974  0.1305  -0.0976
O  2.255  13.0959  -3.0538  0.0012  -0.2994  0.2175
O  3.6027  7.4995  -0.2804  -0.059  -0.1759  0.2174
O  2.6236  5.2198  0.2969  -0.0312  0.1093  0.0625
O  6.9993  10.2701  27.4053  -0.0046  -0.1078  -0.2035
O  4.4947  11.4901  -3.2811  -0.2835  -0.4501  -0.0221
O  8.7387  10.0557  23.1848  -0.1734  0.2925  -0.0113
O  9.2664  2.4036  -0.8973  -0.2922  0.0496  0.3116
O  8.9539  3.1335  -3.3487  -0.013  0.0619  0.0966
O  11.306  9.3458  20.9985  -0.1227  -0.2195  -0.1276
O  10.3484  5.7163  24.3419  -0.2934  -0.2599  -0.1153
O  -0.5331  4.3026  12.5027  0.0432  0.1099  -0.2534
O  0.8831  6.4702  12.137  -0.2643  -0.0457  -0.3194
O  2.334  8.493  12.9076  -0.1373  -0.071  -0.3319
O  6.8785  9.3102  15.3012  0.019  0.1826  -0.0243
O  3.777  6.2764  12.8411  0.3138  0.2092  -0.3115
O  4.7862  3.9712  12.2786  -0.1195  -0.1855  -0.3379
O  4.6578  10.8812  11.5506  0.1946  -0.0229  0.0209
O  7.548  14.0507  15.1671  0.3268  -0.1847  -0.0323
O  4.9312  8.4135  11.9768  -0.0119  0.1869  0.0015
O  4.6084  13.0384  13.0492  -0.1566  0.1623  -0.4204
O  5.2671  11.6531  18.2261  -0.1637  0.3095  0.3189
O  8.411  4.7418  13.8945  -0.068  -0.2735  -0.3843
O  6.8772  11.7452  12.6724  -0.0596  0.273  -0.3643
O  8.3803  11.5373  15.5408  -0.0428  0.0334  0.1683
O  7.2834  2.7958  12.5343  0.1646  -0.3491  -0.1356
O  3.0593  1.8733  16.1875  -0.1351  -0.1372  0.1556
O  8.846  7.188  12.9875  0.1486  0.1149  -0.3327
O  6.6115  4.0975  21.6932  -0.0554  0.1485  0.2039
O  -0.0185  3.4004  14.9706  -0.0918  -0.2755  -0.0452
O  1.6041  6.5499  -1.8654  -0.0304  0.211  0.1363
O  8.7979  12.6722  22.9476  -0.2209  -0.0933  -0.0061
O  9.3566  9.1538  16.1701  -0.012  0.0094  0.1899
O  2.6794  3.7852  18.101  -0.1394  -0.1433  -0.0154
O  9.0057  8.1757  20.5735  0.1316  -0.0149  -0.2137
O  6.3311  13.2501  19.9614  -0.2354  -0.1918  0.0242
O  12.2784  4.5571  19.8633  -0.121  0.1933  -0.0532
O  3.114  -1.3316  18.6944  0.1471  0.2594  -0.1267
O  12.0936  12.7331  16.3183  0.1442  0.165  -0.0386
O  13.3387  12.2665  14.017  0.0134  0.2176  -0.1714
O  9.8705  5.7121  19.6634  0.0264  0.1652  0.2072
O  9.7224  2.1112  16.5686  0.1338  0.0275  -0.0511
O  13.0011  7.8793  19.6285  -0.2103  -0.03  0.0885
O  3.0084  1.3024  18.7937  0.3175  -0.0544  -0.0846
O  13.8772  10.8157  16.1571  0.0932  0.1115  0.1847
O  11.5149  6.6756  21.391  0.0033  -0.0382  -0.2002
O  6.7201  -0.0407  21.917  0.0488  0.1907  -0.1024
O  8.4725  13.1488  25.5772  0.0931  -0.1308  -0.0805
O  7.3356  6.1881  20.121  0.2111  -0.0016  0.2302
O  10.7984  1.4783  26.7114  -0.3531  0.1459  0.0901
O  1.6872  8.1648  22.4182  -0.0716  -0.0679  -0.0704
O  3.1959  9.328  24.0442  -0.1499  -0.253  0.1298
O  5.8971  6.5571  22.3155  0.1144  -0.3405  0.0464
O  4.98  2.0992  22.1923  0.3162  -0.0134  -0.0956
O  13.8059  8.3363  17.1247  -0.1204  0.0881  0.2416
O  4.5086  8.187  14.5014  0.0036  0.2654  -0.1584
O  10.6204  4.3731  21.9159  -0.1207  0.3166  -0.0844
O  8.9375  9.7277  13.6689  -0.0198  -0.1159  -0.0059
O  4.9672  10.7666  14.2577  0.0851  -0.0389  -0.136
O  9.6231  2.3523  13.5977  0.0649  0.3765  0.0353
O  9.8902  9.7816  18.699  -0.0112  -0.3381  0.2343
O  8.6917  7.4548  18.0846  0.2517  0.0749  0.4186
O  4.3658  0.01  20.7109  0.2177  0.2119  -0.2265
O  7.4463  12.9963  17.5657  -0.1962  0.008  0.1236
O  4.8374  9.7932  26.0274  -0.0464  0.2658  -0.0972
O  6.9789  10.7533  24.8587  0.1637  -0.0987  0.1134
O  4.9308  4.495  23.6717  0.2598  0.0841  -0.2454
O  1.6376  7.5275  25.2233  0.2235  0.2213  -0.1837
O  1.3836  5.9665  17.7389  -0.1254  -0.0078  0.2429
O  8.8417  0.4962  28.0257  -0.1132  0.222  0.1851
O  11.6574  3.5788  17.5432  0.1877  0.0081  0.067
O  5.06  2.6813  17.7729  -0.1067  -0.3491  0.183
O  6.9081  7.6349  27.215  0.219  0.154  -0.1087
O  4.5889  9.5488  16.6235  -0.2978  0.1319  0.0745
O  3.5496  6.7147  23.6005  0.0416  0.0988  -0.0022
O  9.1469  3.5114  23.8304  -0.0835  0.0763  -0.1509
O  5.8461  6.7933  24.9245  -0.0038  -0.1595  -0.308
O  8.4461  5.7734  22.5141  -0.0994  -0.1568  -0.1451
O  6.7381  2.6054  23.9644  0.0378  0.0875  -0.3028
O  8.1026  5.7727  25.7174  0.1832  0.1536  -0.058
O  11.2575  7.9167  17.5176  -0.0221  0.0153  0.2632
O  9.1227  10.9239  20.8641  -0.0154  -0.1835  0.0952

Results
free energy: -74864.924 eV
free energy less fixed offsets of O -463.61, Si -117.95 eV per atom: -2.584 eV
pressure: -0.75 GPa
stress xx, yy, zz, yz, xz, xy (GPa, positive in tension): 0.47, -0.64, 2.42, 0.03, 0.13, -0.04

The program warned: the forces do not sum to zero within the program's tolerance.
